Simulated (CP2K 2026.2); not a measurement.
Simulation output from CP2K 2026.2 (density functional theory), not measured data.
Periodic cell of 504 atoms, Si360O144, from a study of silicon, its oxide and their interface. The atomic structure is a simulated model.
Doubt: the forces sum to 2.44 eV/angstrom along one axis rather than to zero, so they err by at least 0.0049 eV/angstrom per atom on average; the grid cutoff is modest.

Settings: functional PBE; method Gaussian and plane waves; basis set DZVP-MOLOPT-SR-GTH; pseudopotentials GTH-PBE; grid cutoff 300 Ry, relative cutoff 40 Ry; k points Gamma only; occupations fixed; spin none; net charge 0.

Cell vectors (angstrom)
a	16.32	0	0
b	0	16.32	0
c	0.1906	8.0699	33.7316

Atoms and the computed forces on them: element, x, y, z (angstrom), force x, y, z (eV/angstrom)
Si	1.565	-1.506	0.021	-0.316	0.192	0.692
Si	4.244	1.286	0.104	-0.284	0.246	0.629
Si	0.962	4.354	-0.207	0.354	-0.335	0.71
Si	4.284	6.55	0.026	-0.165	0.181	0.756
Si	1.193	-6.575	0.071	0.169	-0.149	0.698
Si	3.828	-3.757	0.037	0.263	-0.295	0.742
Si	6.475	-1.043	0.026	0.361	-0.301	0.628
Si	9.804	1.083	0.149	-0.148	0.155	0.735
Si	6.593	4.428	0.017	0.087	-0.241	0.734
Si	9.411	6.981	0.119	0.182	-0.159	0.734
Si	7.177	9.147	0.204	-0.189	0.057	0.81
Si	-6.563	-4.414	0.016	-0.124	0.216	0.725
Si	-4.301	-1.155	-0.029	0.194	-0.276	0.677
Si	-1.749	1.521	0.32	0.143	0.063	0.665
Si	-3.814	3.863	0.07	-0.181	0.15	0.74
Si	-1.183	6.677	0.127	-0.213	0.137	0.769
Si	-4.263	-6.571	0.081	0.167	-0.2	0.757
Si	-1.079	-4.405	0.146	-0.061	0.143	0.702
Si	2.662	0.085	1.347	0.02	-0.012	-0.042
Si	5.47	2.821	1.347	0.01	0.02	-0.047
Si	2.659	5.358	1.212	-0.025	0.012	-0.043
Si	5.452	8.095	1.381	0.005	-0.018	-0.052
Si	2.762	-5.407	1.342	-0.003	0.027	-0.058
Si	5.448	-2.692	1.344	-0.007	0	-0.08
Si	8.155	-0.034	1.348	0	-0.011	-0.04
Si	-5.416	2.728	1.389	0.013	-0.007	-0.053
Si	8.18	5.454	1.396	-0.004	0.006	-0.066
Si	-5.388	8.176	1.419	-0.009	0.017	-0.05
Si	8.222	-5.492	1.425	-0.001	0.005	-0.068
Si	-5.437	-2.765	1.278	-0.006	-0.012	-0.058
Si	-2.877	-0.062	1.525	-0.04	-0.025	-0.017
Si	-0.033	2.762	1.291	0.023	0.037	-0.067
Si	-2.713	5.449	1.411	0.013	-0.012	-0.062
Si	0.033	8.193	1.403	0.002	-0.004	-0.032
Si	-2.694	-5.477	1.435	-0.015	0.008	-0.038
Si	-0.004	-2.692	1.334	0.029	-0.009	-0.065
Si	1.309	1.418	2.693	-0.02	0.008	-0.005
Si	4.02	4.082	2.686	0.008	0.014	0.021
Si	1.405	6.776	2.671	0.012	-0.022	0.014
Si	4.109	9.524	2.681	-0.012	-0.014	0.006
Si	1.376	-4.049	2.717	-0.004	0.004	0.041
Si	4.063	-1.311	2.699	-0.016	-0.012	0.036
Si	6.822	1.403	2.685	0	-0.013	0.012
Si	9.516	4.065	2.724	0.007	-0.005	0.01
Si	6.804	6.777	2.784	0.005	0.011	0.036
Si	9.576	-6.806	2.812	-0.005	-0.015	0.038
Si	6.806	-4.089	2.68	-0.007	0.003	0.005
Si	-6.822	-1.433	2.686	0.019	0.021	0.016
Si	-4.166	1.355	2.845	0.005	0.029	0.045
Si	-1.34	4.092	2.75	-0.003	-0.014	0.033
Si	-4.071	6.791	2.759	0.009	0.008	0.005
Si	-1.361	-6.842	2.788	0	0.002	0.019
Si	-4.053	-4.048	2.717	-0.009	-0.006	0.024
Si	-1.376	-1.381	2.731	0.008	-0.012	0.015
Si	-0.021	0.021	4.054	0.003	-0.004	0.008
Si	2.702	2.72	4.072	0.017	0.006	0.002
Si	0.03	5.455	4.081	0.003	-0.01	-0.011
Si	2.745	8.154	4.041	0.005	-0.011	0.001
Si	0.011	-5.428	4.081	0.011	0.018	-0.018
Si	2.729	-2.69	4.074	-0.006	0.003	0.003
Si	5.446	0.036	4.044	-0.002	-0.006	0.005
Si	8.162	2.716	4.091	-0.013	-0.005	0.003
Si	5.397	5.424	4.081	0.003	0.002	-0.009
Si	8.167	-8.163	4.123	-0.012	0.008	-0.014
Si	5.448	-5.437	4.054	0.008	-0.002	0.013
Si	8.15	-2.751	4.073	0.015	0.001	0.015
Si	-5.526	-0.041	4.116	-0.009	0	-0.001
Si	-2.715	2.718	4.107	0.012	-0.008	-0.015
Si	-5.451	5.433	4.088	-0.01	-0.004	-0.006
Si	-2.713	8.129	4.136	0.002	0.009	-0.002
Si	-5.393	-5.415	4.113	0.012	0.002	-0.002
Si	-2.712	-2.723	4.11	-0.028	0.007	0.009
Si	1.35	-1.359	16.315	-0.008	-0.005	-0.006
Si	4.079	1.34	16.305	0.002	0.002	-0.014
Si	1.329	4.054	16.298	-0.004	0.005	-0.011
Si	4.074	6.78	16.3	-0.017	-0.001	-0.006
Si	1.353	-6.818	16.277	-0.001	-0.003	-0.007
Si	4.091	-4.057	16.275	0.018	0.01	-0.01
Si	6.817	-1.317	16.351	-0.002	0.01	-0.001
Si	-6.817	1.375	16.384	0.01	-0.005	-0.008
Si	6.806	4.064	16.329	-0.01	-0.001	-0.009
Si	-6.785	6.803	16.315	-0.002	0.012	-0.011
Si	6.815	-6.816	16.296	0.002	0.004	-0.003
Si	-6.757	-4.046	16.289	0.015	-0.005	-0.019
Si	-4.088	-1.362	16.334	0.003	0.001	-0.008
Si	-1.385	1.37	16.354	0.004	-0.016	-0.012
Si	-4.113	4.05	16.391	-0.011	-0.006	0
Si	-1.387	6.791	16.286	0.001	-0.001	-0.013
Si	-4.06	9.526	16.313	-0.007	0.001	-0.01
Si	-1.362	-4.062	16.301	0.008	0.005	-0.011
Si	2.697	0.01	17.671	-0.001	-0.003	0.009
Si	5.454	2.668	17.665	0.008	0.007	0.018
Si	2.675	5.425	17.629	0.002	-0.005	0.006
Si	5.453	8.128	17.65	0.009	-0.001	-0.004
Si	2.749	-5.458	17.585	-0.018	-0.003	-0.009
Si	5.423	-2.681	17.651	-0.005	-0.015	0.02
Si	8.157	0.034	17.781	-0.01	0.006	0.008
Si	-5.496	2.716	17.805	0.002	0.012	0.015
Si	8.174	5.445	17.667	0.013	-0.014	-0.009
Si	-5.397	8.145	17.668	0.004	-0.003	0.008
Si	8.223	-5.44	17.586	0.005	0.005	0.001
Si	-5.446	-2.697	17.722	-0.009	-0.005	0.002
Si	-2.748	-0.003	17.699	0.002	0.005	0.011
Si	-0.013	2.724	17.715	0.001	0.009	-0.008
Si	-2.701	5.421	17.682	-0.005	0.008	-0.009
Si	-0.052	-8.147	17.624	0.015	0.001	0.021
Si	-2.731	-5.39	17.666	0.003	-0.002	-0.007
Si	0.01	-2.734	17.675	-0.009	0.006	0.006
Si	1.343	1.351	19.064	0.012	-0.017	-0.007
Si	4.041	4.021	18.932	-0.041	0.019	-0.035
Si	1.267	6.774	18.958	0.008	-0.031	-0.034
Si	4.085	-6.81	18.952	0.001	-0.002	-0.01
Si	1.416	-4.136	18.962	0.002	0	-0.026
Si	4.047	-1.332	19.038	0.013	-0.012	-0.021
Si	6.781	1.399	19.164	-0.001	0.021	-0.013
Si	-6.867	4.154	19.149	0.016	-0.018	-0.015
Si	6.819	6.78	19.023	-0.005	0.009	-0.007
Si	-6.736	9.556	18.977	0.018	0.019	-0.041
Si	6.85	-4.077	18.884	0.012	0.003	-0.045
Si	9.526	-1.352	19.129	0.003	0.02	0
Si	-4.129	1.286	19.122	-0.009	-0.029	-0.033
Si	-1.358	4.092	19.09	0.004	0.01	0.014
Si	-4.034	6.777	19.04	-0.006	0.01	-0.015
Si	-1.351	-6.728	18.995	0.018	0.001	-0.015
Si	-4.079	-4.055	19.076	0.011	-0.012	-0.003
Si	-1.354	-1.359	19.027	0.003	0	-0.037
Si	0.018	-0.033	20.423	-0.012	-0.029	0.068
Si	2.712	2.718	20.387	0.012	0.016	0.073
Si	-0.03	5.468	20.477	0.011	0.03	0.064
Si	2.642	8.173	20.222	-0.035	0.007	0.035
Si	0.086	-5.45	20.37	-0.002	-0.019	0.047
Si	2.747	-2.801	20.342	0.014	-0.012	0.028
Si	5.365	0.008	20.472	0.003	0.016	0.046
Si	8.023	2.884	20.584	-0.049	0.005	0.029
Si	5.375	5.39	20.262	0.013	-0.021	0.066
Si	8.224	8.179	20.295	0	0.005	0.057
Si	5.545	-5.476	20.201	0.001	-0.006	0.053
Si	8.111	-2.754	20.36	-0.012	-0.017	0.062
Si	-5.475	-0.06	20.611	0.04	0.026	0.031
Si	-2.713	2.684	20.394	-0.011	-0.024	0.065
Si	-5.384	5.468	20.471	0.002	-0.007	0.044
Si	-2.702	-8.089	20.328	-0.015	-0.001	0.062
Si	-5.409	-5.426	20.439	-0.008	-0.018	0.065
Si	-2.692	-2.715	20.417	0.01	0.009	0.059
Si	1.172	-1.686	21.652	0.087	0.181	-0.755
Si	4.175	1.557	21.822	-0.124	-0.183	-0.729
Si	1.653	4.347	21.696	-0.253	-0.124	-0.702
Si	3.794	6.595	21.426	0.043	0.089	-0.802
Si	1.206	-7.053	21.701	0.123	0.236	-0.756
Si	4.411	-3.971	21.528	-0.199	-0.016	-0.732
Si	6.493	-1.661	21.667	0.086	0.112	-0.722
Si	-6.661	1.675	21.735	-0.124	-0.226	-0.678
Si	6.235	3.965	21.914	0.389	0.087	-0.678
Si	-6.493	7.17	21.65	-0.071	-0.193	-0.722
Si	7.068	-6.599	21.595	-0.181	-0.14	-0.787
Si	9.229	-4.344	21.669	0.165	0.153	-0.73
Si	-3.755	-1.202	21.885	-0.416	-0.248	-0.712
Si	-1.583	1.114	21.717	0.286	0.146	-0.742
Si	-4.286	3.778	21.726	0.151	0.275	-0.705
Si	-1.144	7.175	21.689	-0.037	-0.204	-0.706
Si	-4.205	-6.984	21.755	0.129	0.256	-0.7
Si	-1.053	-3.867	21.64	-0.165	-0.118	-0.777
Si	5.332	-8.096	23.705	-0.008	0.021	0.006
Si	7.358	-1.274	24.598	0.054	0.033	-0.145
Si	-6.617	6.341	24.435	0.003	-0.024	0.002
Si	-4.039	4.858	24.562	-0.007	-0.151	-0.031
Si	-6.082	5.271	-5.054	-0.046	-0.019	0.016
Si	7.36	4.706	-5.376	0.109	0.034	0.062
Si	-4.972	2.405	26.208	-0.05	-0.005	0.026
Si	3.235	4.979	26.278	0.022	0.1	0.016
Si	-1.181	-6.577	-4.187	-0.069	-0.038	0.044
Si	-5.046	5.762	-2.147	0.026	0.059	0.128
Si	0.328	3.388	-3.049	0.135	0.191	0.06
Si	-0.381	1.535	24.593	-0.049	-0.1	-0.07
Si	-2.885	8.038	-2.152	-0.039	0	0.083
Si	0.707	4.183	24.584	0.072	-0.008	-0.168
Si	-7.324	-5.239	-5.428	-0.011	0.03	-0.008
Si	-1.091	2.655	-7.232	-0.008	-0.004	-0.12
Si	4.573	1.505	-2.787	-0.057	0.108	0.031
Si	-4.097	-2.688	24.733	0.113	0.063	-0.027
Si	2.472	2.101	-5.004	0.019	-0.104	0.037
Si	3.069	-7.874	-2.113	-0.009	0.038	0.12
Si	-3.778	1.985	-3.712	0.053	-0.027	-0.082
Si	-7.751	-0.898	-4.18	0.028	0.081	0.057
Si	-1.51	6.314	24.528	-0.099	-0.048	-0.07
Si	7.134	3.33	-2.84	-0.044	-0.001	0.061
Si	-1.323	0.838	-2.403	0.12	-0.136	-0.048
Si	-3.555	6.466	-6.188	-0.022	-0.213	-0.141
Si	-2.451	-7.044	-6.859	0.081	-0.047	-0.033
Si	6.48	-7.081	-5.205	-0.124	0.126	0.067
Si	3.798	-5.351	-5.416	0.023	-0.022	0.079
Si	-6.713	-3.611	-2.908	0.074	0.053	0.073
Si	2.368	0.055	23.957	0.013	0.022	-0.152
Si	-7.406	1.329	24.735	0.025	0.06	-0.037
Si	-3.952	-2.276	-2.971	-0.056	0.079	0.103
Si	2.532	6.824	-7.074	0.017	-0.003	-0.079
Si	8.059	4.1	25.892	-0.001	-0.066	0.008
Si	-1.986	4.3	-4.729	0.148	-0.117	0.072
Si	3.256	-5.913	23.793	-0.032	-0.153	-0.152
Si	-6.495	-0.138	-6.805	0.079	0.02	-0.024
Si	1.74	-0.898	-5.631	-0.043	0	-0.012
Si	-7.003	2.988	-6.683	0.032	0.109	-0.068
Si	4.786	-3.999	-2.994	-0.066	0.089	0.13
Si	2.034	-4.455	26.272	-0.083	-0.054	0.113
Si	-2.688	-5.306	23.938	0.023	-0.001	-0.114
Si	1.744	-7.645	-4.836	0.042	0.083	0.035
Si	0.591	-1.388	-2.923	-0.023	0.059	0.091
Si	-1.102	-0.305	-6.67	0.028	-0.005	-0.021
Si	-3.89	-0.367	-5.423	0.066	0.022	0.028
Si	-1.374	-3.748	-2.759	-0.07	0.023	0.057
Si	-6.718	1.715	-2.784	-0.027	-0.059	0.076
Si	5.86	-6.502	-2.521	-0.038	-0.111	0.027
Si	5.786	5.527	24.698	-0.003	-0.047	-0.156
Si	-6.83	-3.474	24.635	-0.061	-0.015	-0.11
Si	5.544	6.705	-6.775	-0.097	0.067	-0.049
Si	5.927	-1.167	-2.943	0.097	0.026	0.232
Si	1.352	-1.338	5.419	0.002	-0.001	0.014
Si	4.076	1.365	5.424	-0.003	-0.005	0.015
Si	1.367	4.086	5.445	-0.002	0.003	0.011
Si	4.079	6.811	5.441	0.009	0.008	0.012
Si	1.375	9.512	5.414	-0.01	-0.01	-0.002
Si	4.086	-4.073	5.416	0	0.004	0.006
Si	6.793	-1.352	5.407	-0.005	0.006	0.006
Si	9.481	1.345	5.471	0.001	-0.013	0.021
Si	6.776	4.07	5.433	-0.012	0	0.009
Si	9.52	6.788	5.463	-0.001	0.004	0.01
Si	6.799	-6.786	5.445	0.002	-0.006	0.007
Si	-6.797	12.238	5.45	0.003	-0.001	0.017
Si	-4.096	-1.362	5.447	0.009	0	0.008
Si	-1.363	1.356	5.453	0.005	0.007	0.012
Si	-4.08	4.083	5.449	-0.01	-0.01	0.003
Si	-1.336	6.785	5.467	-0.001	-0.014	0.006
Si	-4.061	-6.798	5.47	-0.009	-0.001	0.008
Si	-1.354	-4.088	5.456	0.012	-0.001	0.011
Si	2.717	0.006	6.789	0.002	-0.002	0.001
Si	5.427	2.716	6.803	0.003	-0.008	0.002
Si	2.722	5.448	6.805	0.001	-0.001	-0.001
Si	5.441	-8.153	6.8	-0.001	0.006	0.001
Si	2.73	-5.442	6.778	0.006	0.003	-0.001
Si	5.442	-2.714	6.781	0.005	-0.007	0.002
Si	8.128	-0.012	6.816	-0.005	0.012	0.005
Si	10.875	2.712	6.798	-0.006	-0.007	-0.003
Si	8.143	5.429	6.799	-0.004	0.004	0.001
Si	-5.439	8.159	6.813	0.005	0.008	0
Si	-8.158	10.883	6.809	-0.002	-0.006	0.003
Si	-5.444	-2.721	6.813	-0.006	0.003	-0.003
Si	-2.731	-0.001	6.803	-0.003	0.005	0.006
Si	0.003	2.72	6.802	0.006	-0.001	-0.002
Si	-2.717	5.433	6.814	0.014	0.003	-0.004
Si	0.018	8.166	6.803	-0.002	0.001	0.001
Si	-2.704	-5.442	6.826	0.003	-0.008	0.002
Si	0.003	-2.706	6.792	-0.006	0.006	0
Si	1.362	1.361	8.16	0.001	0.007	-0.007
Si	4.077	4.083	8.164	0.004	0.012	-0.006
Si	1.364	6.802	8.168	0.003	-0.003	-0.005
Si	4.081	-6.795	8.157	0.007	-0.006	-0.006
Si	1.368	-4.078	8.141	-0.006	-0.009	-0.006
Si	4.077	-1.36	8.146	-0.003	0.002	-0.004
Si	6.78	1.356	8.17	-0.014	-0.019	0.002
Si	9.511	4.072	8.156	-0.003	-0.001	-0.008
Si	6.798	6.801	8.16	-0.008	0.007	0
Si	-6.802	9.518	8.169	-0.003	0.001	-0.001
Si	6.799	-4.07	8.156	0.007	0.004	-0.007
Si	-6.808	-1.359	8.166	0.004	0.004	-0.007
Si	-4.085	1.36	8.163	0.007	0.001	0.005
Si	-1.36	4.071	8.168	-0.004	-0.005	0.002
Si	-4.076	6.799	8.167	-0.001	0.001	-0.004
Si	-1.344	-6.804	8.172	0.001	0.007	0.004
Si	-4.08	-4.082	8.17	-0.002	-0.002	-0.007
Si	-1.364	-1.359	8.158	0	-0.002	-0.005
Si	-0.004	0.002	9.518	-0.003	0.003	-0.002
Si	2.715	2.722	9.523	0.001	-0.005	-0.004
Si	-0.002	5.438	9.522	-0.003	0.006	-0.004
Si	2.726	-8.157	9.521	-0.002	0.003	-0.004
Si	0.013	-5.432	9.516	0.001	0.003	-0.002
Si	2.722	-2.721	9.509	0.009	-0.004	-0.003
Si	5.426	-0.005	9.524	-0.003	0.003	0.004
Si	8.155	2.715	9.519	-0.002	-0.007	-0.004
Si	5.441	5.44	9.522	0	0.003	-0.004
Si	-8.163	8.157	9.525	0.004	-0.003	-0.004
Si	5.443	-5.436	9.516	-0.009	0.001	-0.002
Si	-8.163	-2.719	9.525	0	-0.002	-0.002
Si	-5.446	0.002	9.522	-0.004	0	0.001
Si	-2.725	2.716	9.524	0.005	0.002	-0.002
Si	-5.447	5.434	9.516	0.002	0.001	-0.006
Si	-2.715	8.157	9.524	0.006	0.001	0.002
Si	-5.44	-5.442	9.527	-0.004	0.001	-0.003
Si	-2.722	-2.715	9.522	-0.002	-0.001	-0.001
Si	1.36	-1.36	10.871	-0.004	-0.006	0
Si	4.072	1.36	10.882	-0.002	-0.005	0.001
Si	1.351	4.074	10.885	0.003	0.004	0
Si	4.082	-9.521	10.881	-0.001	0.001	0
Si	1.366	-6.797	10.877	0.002	-0.001	0.001
Si	4.082	-4.078	10.874	0.006	-0.001	-0.001
Si	6.797	-1.357	10.881	-0.001	-0.002	0
Si	9.517	1.362	10.882	0.003	0	0
Si	6.8	4.076	10.879	0	0.007	-0.001
Si	-6.804	6.793	10.88	-0.006	0.013	0
Si	-9.518	9.524	10.882	-0.003	0.002	0
Si	-6.799	-4.075	10.883	-0.001	0	0
Si	-4.084	-1.355	10.882	0.001	0.002	0.001
Si	-1.367	1.357	10.884	-0.007	0.003	0.003
Si	-4.089	4.076	10.879	0.001	-0.004	0.002
Si	-1.362	6.794	10.883	0	-0.005	0.001
Si	-4.079	9.514	10.881	0.003	0	0.001
Si	-1.355	-4.074	10.872	0.005	-0.008	-0.003
Si	2.713	0	12.238	0.002	0.004	0.005
Si	5.44	2.716	12.238	0	-0.001	-0.001
Si	2.721	5.432	12.234	-0.002	0.008	-0.002
Si	5.444	-8.163	12.24	0	0	0.003
Si	2.723	-5.436	12.236	0.003	-0.002	0.001
Si	5.442	-2.722	12.237	-0.006	-0.005	0.003
Si	8.158	0.005	12.239	-0.002	0	0.005
Si	10.877	2.716	12.247	0	0.004	0.005
Si	8.163	5.428	12.243	0.002	-0.004	0
Si	-5.443	8.153	12.238	-0.005	-0.01	0.004
Si	-8.155	10.887	12.242	0.009	0.004	0.001
Si	-5.443	-2.71	12.246	0.001	-0.004	0.005
Si	-2.733	0.007	12.248	0.006	-0.001	0.001
Si	-0.014	2.717	12.248	-0.003	-0.004	0.006
Si	-2.729	5.435	12.238	-0.001	0.006	0
Si	0.004	8.157	12.232	-0.002	0.007	0.001
Si	-2.714	-5.438	12.225	0.002	0.004	0.001
Si	-0.005	-2.71	12.236	-0.005	-0.003	0.005
Si	1.348	1.352	13.603	-0.002	-0.005	0.01
Si	4.077	4.07	13.597	-0.001	0.002	-0.001
Si	1.357	6.787	13.588	0.008	-0.011	-0.004
Si	4.085	-6.797	13.592	-0.002	0.002	0.006
Si	1.354	-4.075	13.587	-0.005	0.005	0.003
Si	4.084	-1.358	13.589	0.008	-0.008	-0.001
Si	6.802	1.364	13.601	0.001	0.003	0.003
Si	9.522	4.072	13.612	0.006	-0.003	0.009
Si	6.801	-9.533	13.597	0.002	0.005	0.006
Si	-6.793	9.524	13.596	-0.004	0.007	0.004
Si	6.814	-4.066	13.604	-0.005	-0.001	0.002
Si	9.521	-1.339	13.608	-0.007	0.002	0.006
Si	-4.094	1.359	13.622	0	0.001	0.002
Si	-1.388	4.07	13.606	-0.004	0.012	0.006
Si	-4.092	6.787	13.601	-0.002	0.007	0.005
Si	-1.36	9.519	13.584	0.005	-0.004	-0.002
Si	-4.068	-4.075	13.584	0.01	-0.014	0
Si	-1.366	-1.347	13.601	-0.007	0.002	0.002
Si	-0.021	0.011	14.978	-0.001	0.003	0.002
Si	2.715	2.707	14.954	0	-0.004	-0.003
Si	-0.016	5.43	14.943	0	0.007	-0.006
Si	2.724	8.147	14.935	-0.001	-0.001	-0.007
Si	-0.008	-5.436	14.943	-0.005	-0.008	0
Si	2.71	-2.707	14.938	0.001	0	-0.002
Si	5.448	-0.004	14.952	-0.005	-0.001	0.002
Si	8.165	2.711	14.974	-0.002	0.003	0.001
Si	5.443	5.419	14.958	0.004	-0.001	-0.003
Si	8.171	-8.172	14.943	0.004	-0.001	-0.005
Si	5.457	-5.438	14.946	-0.004	0.003	0.001
Si	8.165	-2.688	14.971	0.009	0.002	0.003
Si	-5.458	0.014	15	-0.001	-0.002	-0.001
Si	-2.747	2.72	14.992	0	0	0.007
Si	-5.432	5.419	14.982	-0.005	0.003	0.006
Si	-2.729	8.162	14.934	0.002	-0.003	-0.004
Si	-5.417	-5.433	14.945	0.006	0.01	-0.004
Si	-2.728	-2.707	14.953	-0.002	-0.002	-0.003
O	-3.455	-6.483	23.126	0.033	-0.188	0.314
O	-5.378	-8.053	22.16	-0.087	0.1	0.183
O	-2.858	0.97	-2.848	-0.154	-0.399	0.084
O	-1.239	0.471	-0.838	0.048	-0.604	0.124
O	0.056	-5.48	-0.374	0.111	0.022	-0.272
O	-6.815	-4.846	25.481	-0.14	-0.499	-0.36
O	2.833	-4.972	24.996	0.418	0.064	0.116
O	2.96	-0.568	25.311	0.319	0.071	-0.156
O	7.302	3.947	-1.362	0.659	-0.06	0.044
O	-7.305	5.003	24.975	0.197	-0.314	0.052
O	-2.758	2.666	-0.332	0.142	-0.116	-0.487
O	8.131	-5.472	22.107	-0.176	-0.178	0.579
O	1.918	-1.149	22.986	0.283	-0.212	0.2
O	1.186	-0.984	-1.475	-0.12	0.416	-0.013
O	-5.639	-2.529	25.177	-0.242	0.628	0.503
O	4.311	-4.125	-1.461	0.185	-0.323	-0.077
O	0.235	-1.09	-6.218	-0.111	-0.627	0.085
O	-6.659	1.437	-6.555	0.123	-0.131	-0.071
O	-1.963	6.781	23.048	-0.368	-0.05	-0.209
O	-5.468	2.723	22.126	-0.175	0.181	0.305
O	-5.695	5.161	-3.489	-0.298	-0.428	-0.027
O	1.263	2.598	-4.076	-0.23	-0.271	0.123
O	5.264	2.695	22.292	0.282	0.005	0.518
O	4.497	7.337	22.666	-0.329	-0.217	0.154
O	5.41	-2.813	22.119	-0.227	0.115	0.486
O	-2.71	0.015	22.111	0.172	0.242	0.463
O	2.05	-2.847	26.323	-0.288	0.038	0.171
O	-7.134	1.677	-1.226	-0.583	0.326	-0.117
O	-1.803	-3.872	-1.205	-0.57	0.144	0.051
O	-8.045	8.064	-0.336	-0.218	0.085	-0.648
O	-1.715	-6.242	-5.674	-0.065	0.431	-0.101
O	6.988	-0.637	-4.029	-0.302	0.449	-0.569
O	-7.213	-3.906	-1.394	-0.451	0.139	-0.143
O	-4.338	4.572	-1.302	-0.109	-0.087	-0.369
O	-1.081	1.677	23.149	0.057	0.356	0.1
O	5.365	0.131	-0.132	-0.076	0.114	-0.095
O	-3.62	4.168	23.158	0.652	-0.069	0.013
O	1.576	7.58	-6.012	-0.407	-0.179	-0.09
O	8.047	2.599	25.263	-0.637	-0.027	0.253
O	7.928	-6.446	-5.526	0.187	-0.322	-0.132
O	4.729	-0.096	-2.868	-0.57	-0.238	-0.126
O	2.581	-6.408	-5.457	-0.061	0.236	-0.544
O	3.472	0.954	23.175	0.155	-0.05	0.523
O	1.859	4.479	25.639	-0.014	0.213	0.171
O	-5.902	3.84	-5.822	0.367	-0.118	-0.156
O	-1.107	-5.193	-3.381	0.209	0.065	-0.091
O	6.468	-7.244	22.956	0.252	0.186	0.256
O	6.633	-6.483	-1.14	-0.032	0.442	-0.132
O	4.277	-7.047	24.353	0.205	0.027	0.76
O	-6.814	7.575	25.445	-0.424	0.278	-0.121
O	-7.375	1.257	23.129	-0.603	-0.057	-0.137
O	3.595	7.136	-1.331	0.082	-0.394	-0.466
O	1.2	3.948	-1.789	0.191	-0.165	-0.333
O	-0.024	-2.873	-2.879	0.478	-0.146	-0.084
O	-5.037	6.079	24.231	0.241	0.281	-0.349
O	6.727	-1.441	-1.541	0.095	-0.459	-0.095
O	4.3	-6.842	-2.249	-0.032	0.267	0.049
O	-1.619	-4.585	22.975	0.343	-0.019	0.077
O	5.442	5.498	-0.449	-0.075	0.287	-0.396
O	-5.42	-0.015	-0.368	-0.274	0.227	-0.185
O	-2.17	-7.614	-3.428	-0.388	-0.191	-0.129
O	-4.347	-1.196	-4.108	-0.527	0.163	-0.081
O	1.254	3.693	23.136	-0.12	-0.339	0.041
O	7.853	3.329	-6.079	-0.443	-0.308	-0.276
O	0.036	-8.102	22.167	-0.024	-0.143	0.342
O	3.96	-4.921	22.749	-0.124	0.153	0.23
O	-7.269	6.672	22.997	-0.746	-0.041	0.174
O	-3.743	-1.629	-1.491	0.505	0.041	-0.22
O	2.747	5.51	22.059	0.086	0.197	0.189
O	6.311	7.905	-6.052	0.349	-0.139	0.259
O	-7.762	2.784	-3.387	0.179	0.282	-0.6
O	-5.883	-5.626	-6.072	0.305	-0.146	0.391
O	-2.634	5.727	-5.081	0.073	0.332	0.3
O	6.608	4.796	25.881	-0.282	0.024	0.593
O	-2.594	-2.983	-3.475	0.094	-0.064	-0.608
O	-4.951	-0.612	-6.622	0.255	-0.121	-0.61
O	-0.135	5.517	24.337	0.242	0.32	-0.138
O	-3.471	1.871	26.261	0.038	-0.146	-0.211
O	0.03	-2.748	22.157	0.034	-0.169	0.255
O	-6.531	-3.734	23.068	0.437	0.17	-0.001
O	2.683	-2.648	-0.248	0.043	0.006	-0.297
O	-8.088	-0.055	25.203	-0.188	0.024	0.202
O	-5.405	-5.5	-0.384	-0.083	-0.124	-0.233
O	3.68	-4.31	-6.627	0.274	-0.172	-0.438
O	-7.398	-0.947	-5.744	-0.08	-0.171	-0.292
O	-7.093	-4.833	-3.889	-0.098	-0.274	0.446
O	-3.976	6.911	-2.549	-0.163	0.087	-0.217
O	-5.104	6.359	-5.736	-0.276	0.242	-0.332
O	-5.195	2.19	-2.976	0.241	0.308	0.372
O	-0.848	1.266	-6.454	0.124	0.032	0.096
O	6.296	4.847	23.3	0.212	0.247	0.051
O	-0.682	2.296	-2.477	-0.074	0.154	0.108
O	-3.623	-7.123	-1.304	-0.121	0.3	-0.37
O	-0.605	4.458	-3.865	0.152	0.4	-0.034
O	6.031	7.144	24.695	0.386	0.263	0.374
O	-1.206	7.559	25.49	-0.072	0.284	-0.341
O	1.724	-1.348	-4.07	0.236	-0.039	0.31
O	-1.871	-5.83	25.228	0.077	-0.427	0.083
O	5.939	-1.361	25.361	-0.308	-0.093	-0.176
O	3.986	6.652	-6.399	-0.12	-0.301	0.563
O	-6.226	6.384	-1.231	-0.251	0.036	-0.346
O	1.855	-7.194	-1.285	-0.092	0.004	-0.177
O	3.8	1.835	-1.386	-0.444	0.442	-0.066
O	0.519	-4.968	26.09	-0.123	-0.183	-0.322
O	-3.055	3.411	-3.897	-0.16	0.291	0.437
O	-3.182	-2.294	26.006	0.194	-0.163	-0.176
O	-1.239	0.676	25.66	0.244	-0.339	-0.212
O	6.693	4.435	-3.926	-0.492	0.265	0.033
O	-3.08	7.982	-6.175	-0.147	0.073	0.299
O	-5.885	1.456	25.267	0.31	-0.459	-0.103
O	-0.118	5.556	-0.374	0.218	-0.099	-0.101
O	-2.666	5.41	25.201	0.058	-0.399	0.282
O	2.758	-1.809	-6.496	0.477	0.065	0.344
O	-0.231	3.024	25.194	-0.077	0.27	0.387
O	-3.913	-1.802	23.393	-0.176	0	0.173
O	5.24	-2.533	-3.42	-0.133	-0.092	-0.42
O	-7.42	-2.285	-3.455	-0.295	0.012	0.152
O	-3.961	1.23	-5.13	0.205	0.222	-0.421
O	0.296	-7.202	-4.307	0.079	-0.079	0.04
O	3.789	2.055	-4.076	0.205	0.126	-0.025
O	-0.557	-0.285	-3.271	-0.238	-0.034	-0.338
O	7.117	-1.027	23.026	0.076	0.62	0.061
O	6.05	2.147	-2.754	0.214	-0.249	-0.214
O	5.23	-6.1	-5.555	0.064	0.012	-0.424
O	1.081	0.913	24.374	-0.079	0.315	0.161
O	6.044	-5.005	-3.114	0.652	0.093	-0.45
O	-7.929	-4.02	-6.312	-0.022	0.272	0.4
O	-7.649	5.673	-5.222	-0.052	0.298	0.09
O	1.962	-6.571	23.066	-0.217	0.036	0.258
O	2.193	0.655	-5.677	0.159	-0.027	-0.252
O	8.103	-2.689	24.823	-0.041	-0.073	0.321
O	6.226	5.336	-6.303	-0.227	-0.441	-0.108
O	2.547	8.038	-3.579	-0.156	-0.618	-0.257
O	2.608	3.201	-6.167	0.384	0.288	-0.017
O	3.664	-4.523	-4.027	-0.394	0.286	-0.002
O	-1.766	3.637	-6.17	-0.202	0.09	-0.2
O	-5.114	-3.391	-2.878	0.407	-0.613	-0.01
O	-4.818	3.884	25.579	-0.366	0.198	0.163
O	-3.803	-4.235	24.382	-0.303	-0.172	-0.005
O	-1.76	7.352	-1.227	0.316	-0.025	-0.29
O	-2.395	-0.801	-5.84	0.102	-0.261	0.101
O	6.446	-7.503	-3.634	0.107	-0.51	0.154
O	4.222	5.329	25.047	-0.276	0.176	-0.519
O	-6.905	0.281	-3.479	0.274	-0.263	-0.147

Results
total energy: -101658.561 eV
total energy less fixed offsets of O -438.25, Si -107.07 eV per atom: -5.361 eV
